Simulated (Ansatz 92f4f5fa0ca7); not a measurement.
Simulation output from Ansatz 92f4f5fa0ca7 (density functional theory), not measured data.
Periodic cell of 179 atoms, Si99O80, from a study of silicon, its oxide and their interface. The atomic structure is a simulated model.

Settings
functional: r2SCAN
potential files: Ansatz norm-conserving
basis: plane waves
wave-function cutoff: 1300 eV
density cutoff ratio: 4
exchange-correlation grid ratio: 1
k mesh: 2 x 2 x 1, shifted by 0.5 0.5 0.5 of a step
self-consistency stop: 5e-08 eV per atom in the density residual
occupations: Fermi-Dirac, 0.05 eV
spin: none
net charge: 0

Cell vectors (angstrom)
a	11.5403	0	0
b	0	11.5403	0
c	-3.8737	4.2167	24.471

Atoms: element, x, y, z (angstrom)
Si	-1.5187	-1.2304	-0.1174
Si	-0.3888	0.985	0.055
Si	6.7194	6.5714	1.7317
Si	2.0236	-1.4954	1.5396
Si	1.887	1.4558	-0.6133
Si	1.7119	6.6524	0.0312
Si	6.0499	-0.7354	-0.4137
Si	5.9836	2.3485	-0.9002
Si	8.0584	8.9508	-1.6633
Si	0.3194	8.6488	0.6444
Si	-1.6183	3.0516	-0.2767
Si	-0.353	5.0854	0.5213
Si	3.5295	-0.2269	0.2633
Si	3.6319	2.8801	1.0109
Si	3.6359	6.5993	1.5105
Si	7.8837	-1.0179	1.2103
Si	8.1579	2.8549	1.319
Si	8.3913	6.6294	0.287
Si	0.2192	0.3525	2.3288
Si	-0.0935	5.2649	2.9063
Si	-0.1813	7.7018	2.7921
Si	3.8311	0.9617	2.3792
Si	3.747	4.6173	2.6867
Si	3.4405	8.522	2.8028
Si	7.8912	0.8719	2.5748
Si	7.599	4.6605	2.7448
Si	7.3778	8.6156	2.6166
Si	-1.6949	0.5807	3.8334
Si	-2.067	4.671	4.1619
Si	-2.198	8.3146	3.9391
Si	1.9153	0.8477	3.8899
Si	1.8564	4.6069	4.1152
Si	1.6178	8.3015	4.1961
Si	5.7524	0.9463	3.7252
Si	5.7076	4.5263	4.0922
Si	5.5011	8.6663	4.048
Si	-2.1065	-1.2543	5.2224
Si	-1.8827	2.4905	5.2325
Si	-2.1396	6.5897	5.5365
Si	1.5757	-1.1665	5.251
Si	1.8858	2.7044	5.5165
Si	1.8772	6.4537	5.5908
Si	5.4964	-0.8147	5.19
Si	5.7974	2.5693	5.4534
Si	5.7589	6.5467	5.3602
Si	-0.3032	-1.2876	6.7371
Si	-0.1467	2.6525	6.8296
Si	-0.144	6.4797	6.8424
Si	3.4839	-0.8964	6.5153
Si	3.9682	2.9094	6.9168
Si	3.9036	6.6862	6.7535
Si	7.4627	-0.7453	6.4218
Si	7.7827	1.7237	6.5618
Si	7.5841	6.7075	6.9951
Si	-0.0615	0.6141	8.0502
Si	-0.5802	4.6356	8.2271
Si	-0.1143	8.3373	8.2269
Si	3.6189	1.8527	8.962
Si	4.3195	4.9513	8.2362
Si	4.3518	8.7836	7.5906
Si	8.2274	2.6071	8.6677
Si	8.534	4.9081	8.4283
Si	6.776	8.9366	7.8009
Si	6.1202	1.2949	10.5237
Si	6.5737	5.3348	10.5338
Si	7.3686	9.9782	10.8103
Si	-1.5261	1.8242	10.0208
Si	0.4339	3.8581	10.3421
Si	-1.5362	8.5625	10.9942
Si	2.2247	0.1508	8.3377
Si	2.7749	3.6838	10.256
Si	2.7751	9.0037	9.2554
Si	-1.3934	-0.6933	15.692
Si	5.0065	3.3456	12.3473
Si	5.9666	4.9808	16.8691
Si	-0.9587	2.0358	15.0294
Si	-1.2467	6.558	13.1075
Si	0.5452	7.985	12.8209
Si	-0.7496	11.2457	19.5964
Si	-1.9632	7.6283	21.5302
Si	-3.2902	0.3225	17.9955
Si	-0.8166	3.5163	12.3245
Si	4.0346	7.6698	21.5686
Si	7.8869	2.834	16.4113
Si	2.3491	9.6468	14.2664
Si	-1.51	8.4211	18.6999
Si	-1.4583	10.4783	22.2809
Si	-4.3962	9.5336	19.0809
Si	4.9387	7.2112	18.7096
Si	-1.966	7.8828	15.8266
Si	4.5226	10.4061	22.0227
Si	5.1578	2.6803	15.3654
Si	3.3318	0.1614	16.1102
Si	3.3134	8.153	12.0951
Si	6.646	7.429	15.278
Si	0.6481	0.6993	17.1996
Si	6.1699	7.7448	12.3488
Si	-4.113	9.6459	21.3139
Si	4.1859	8.868	16.3955
O	9.9335	6.2283	0.6348
O	2.0775	2.7897	0.4036
O	6.8021	2.8561	0.3818
O	4.4646	2.7441	-0.4403
O	8.3697	8.1745	-0.2599
O	5.2359	6.5819	0.9181
O	-1.1825	0.3087	9.3393
O	4.8411	0.9022	9.6072
O	-1.2973	8.2552	9.4008
O	-2.5992	9.7769	11.1479
O	3.1336	5.0499	9.3921
O	1.3712	8.1978	8.9457
O	6.9443	2.4231	9.7149
O	5.6765	5.1419	9.1773
O	8.107	5.0887	10.0495
O	7.0622	9.2905	9.3868
O	-0.3302	2.8094	13.7446
O	-2.2007	-1.5523	-1.6713
O	7.807	5.7812	-0.9909
O	-3.5356	8.1307	21.6803
O	-4.5302	7.4335	13.699
O	-1.0721	8.8662	22.1333
O	5.5674	5.7931	18.2108
O	3.8846	7.828	17.6188
O	2.0788	1.9944	-2.1658
O	3.938	9.2478	21.052
O	4.1695	11.9706	21.6568
O	6.6057	-1.8175	-1.5878
O	6.1809	0.749	-1.127
O	6.0733	4.4453	11.7973
O	5.5816	1.8792	11.943
O	-1.4268	4.9676	12.8171
O	4.7999	3.3595	13.9447
O	-2.1268	7.3269	11.9088
O	3.127	9.6029	12.8296
O	-1.8346	2.3713	11.599
O	-2.2601	2.8455	15.5916
O	-0.4962	11.3201	21.2197
O	-0.067	8.9231	11.6061
O	6.556	6.8622	11.064
O	-2.6237	11.2529	16.6596
O	2.3783	10.5625	9.5742
O	7.0593	11.5581	10.8126
O	-3.0009	8.9773	18.4568
O	-3.5418	7.6458	16.1244
O	-1.7026	9.3542	15.156
O	4.1355	10.4546	16.7878
O	5.6272	8.6166	15.6938
O	-4.6375	-0.547	18.3543
O	3.5438	8.3469	10.5183
O	0.0657	1.9471	16.3139
O	3.0115	8.595	15.3142
O	1.9694	7.2746	12.3887
O	0.0695	2.2787	9.9221
O	6.4235	9.2999	11.9538
O	0.266	0.6827	18.7836
O	-1.5876	6.7779	14.699
O	-4.0822	4.3118	16.9636
O	6.7393	2.2983	15.3801
O	3.5388	3.6465	11.7202
O	-2.9541	10.7233	21.6635
O	6.4527	3.0323	-2.2943
O	0.0207	-0.6602	16.5195
O	6.135	10.1986	22.1146
O	4.3019	6.8835	20.1665
O	0.8488	9.0693	14.0309
O	9.0749	3.1568	-1.78
O	7.9096	1.8776	17.7267
O	-1.1383	7.7472	17.2486
O	4.6157	7.4374	12.7219
O	2.4829	11.1594	14.8182
O	-1.5356	7.3855	19.9624
O	6.0552	8.3798	18.7603
O	2.2616	0.7416	17.1695
O	-2.2534	0.2143	19.234
O	4.896	3.7883	16.5446
O	4.2956	1.3499	15.6291
O	-0.5591	9.6876	19.1008
O	-1.3157	0.4909	14.5665
O	5.9517	6.0094	15.6179

Results
free energy: -48768.700 eV
free energy less fixed offsets of O -463.61, Si -117.95 eV per atom: -2.850 eV
pressure: -1.87 GPa
stress xx, yy, zz, yz, xz, xy (GPa, positive in tension): 2.31, 1.8, 1.51, -0.21, 0.11, -1.27

Forces (eV/angstrom), in the order of the atoms: element, x, y, z
Si	-0.2607	0.1817	-0.8316
Si	0.3722	-0.4861	0.0417
Si	-0.3913	0.152	-0.0386
Si	-0.3158	-0.0398	-0.4374
Si	0.0306	0.0895	-0.1221
Si	-0.5205	-0.0348	-0.1296
Si	0.3358	0.2061	-0.5865
Si	-0.2142	0.0148	0.0696
Si	-0.082	-0.1474	-0.2883
Si	0.5396	-0.0418	0.3243
Si	-0.2752	0.1684	-0.8136
Si	0.0679	0.2848	0.5455
Si	-0.1074	-0.2034	0.3418
Si	-0.273	0.0748	0.2415
Si	0.5243	0.21	0.1196
Si	-0.2547	-0.2685	0.1542
Si	-0.7397	0.2848	0.0223
Si	0.2015	-0.0988	-0.7727
Si	0.2355	0.1277	0.1303
Si	-0.133	-0.3763	-0.0369
Si	-0.1727	0.0882	0.1818
Si	0.1843	0.1603	-0.2738
Si	-0.097	-0.1976	0.0458
Si	-0.1635	0.1984	-0.0406
Si	-0.0348	0.02	0.2242
Si	-0.0655	-0.3207	0.5264
Si	-0.1667	0.3115	0.6376
Si	0.1254	-0.0992	-0.2151
Si	0.0502	0.1012	-0.0074
Si	0.2511	-0.1109	-0.1791
Si	-0.0639	0.0772	0.1119
Si	-0.2095	0.0766	-0.0865
Si	-0.0934	-0.2207	0.047
Si	0.2053	-0.0704	-0.3191
Si	0.157	-0.2176	0.1868
Si	0.0592	0.0725	0.1561
Si	0.0043	-0.2337	0.0806
Si	0.1055	0.0634	0.1285
Si	0.2314	0.021	0.0215
Si	-0.1125	-0.0772	-0.2649
Si	0.2131	0.0513	0.1833
Si	-0.1155	0.0933	0.2155
Si	-0.295	-0.1881	-0.0914
Si	-0.075	0.2227	0.196
Si	-0.0348	0.1111	-0.2231
Si	-0.0502	0.0472	-0.1037
Si	-0.0421	0.188	-0.004
Si	0.0858	-0.2267	-0.0722
Si	0.2761	0.1205	-0.0856
Si	0.0907	0.2301	-0.1378
Si	0.0479	0.0079	-0.1161
Si	0.1328	0.1765	-0.127
Si	-0.1272	-0.3528	-0.2509
Si	-0.0462	0.093	-0.2591
Si	-0.5719	-0.7085	0.0904
Si	-0.0781	0.3286	-0.1697
Si	0.1157	-0.0562	0.306
Si	-0.144	-0.7246	0.0166
Si	-0.1631	0.8337	0.0562
Si	-0.1351	0.0091	-0.0808
Si	-0.7448	0.2293	-0.1073
Si	0.1575	-0.1533	0.6682
Si	-0.0077	0.2753	1.0336
Si	-0.1706	-0.3446	0.3647
Si	0.0965	0.1797	0.0537
Si	-0.1267	-0.196	0.1526
Si	0.6312	-0.7075	0.5639
Si	0.5224	-0.1459	-0.1463
Si	-0.0218	0.3943	-0.2017
Si	0.6224	0.0773	0.8309
Si	0.2653	0.2463	0.5226
Si	0.0532	-0.1468	0.2957
Si	-0.0512	-0.1329	-0.1209
Si	0.0186	-0.0653	0.3615
Si	-0.0472	0.0669	0.0079
Si	-0.0762	-0.0148	0.0332
Si	-0.3908	-0.0385	0.0973
Si	0.4633	0.2771	-0.0385
Si	0.1143	-0.0575	-0.0409
Si	0.1071	-0.0511	-0.103
Si	-0.2051	-0.026	-0.03
Si	-0.6372	0.1233	0.7898
Si	-0.3324	0.0219	-0.2919
Si	-0.1363	0.0225	-0.0148
Si	0.0176	-0.0445	-0.1059
Si	0.0857	0.0085	-0.1919
Si	0.1248	-0.1916	-0.3781
Si	-0.1956	-0.3578	-0.7663
Si	-0.072	-0.0543	-0.0902
Si	-0.0456	0.011	0.0629
Si	-0.1593	-0.1534	-0.4644
Si	-0.1014	-0.0498	0.0417
Si	-0.0169	0.0889	0.0096
Si	0.1741	0.1163	0.1739
Si	-0.0902	0.0109	-0.1406
Si	0.2871	-0.0526	0.0461
Si	-0.042	0.1298	0.2727
Si	0.1228	0.1727	-0.0093
Si	-0.046	-0.1659	-0.0213
O	-0.4443	-0.1688	-0.5208
O	0.3472	-0.3002	-0.1197
O	0.2592	-0.0779	-0.3667
O	0.1811	0.1554	0.3514
O	0.2166	-0.0375	-0.3486
O	0.261	0.0298	0.2416
O	0.0853	1.1059	0.0052
O	-0.0057	0.4255	-0.0219
O	0.2487	-0.0385	-0.0895
O	0.0143	-0.2123	-0.0633
O	0.1299	-0.6022	-0.1353
O	0.0859	0.4615	-0.0471
O	0.2073	0.0062	-0.0976
O	-0.1448	-0.2762	-0.1157
O	-0.098	0.2487	-0.0885
O	0.0572	-0.082	-0.2976
O	-0.2257	0.1181	-0.3416
O	-0.0342	-0.055	0.5973
O	0.4606	0.105	-0.1751
O	0.1143	0.2408	-0.0055
O	-0.1253	0.0241	-0.0322
O	-0.2798	0.191	-0.0342
O	-0.0303	0.1725	-0.1317
O	0.3497	0.031	0.0783
O	-0.1151	0.3263	0.1978
O	0.3288	-0.1513	0.4045
O	0.1463	0.1211	0.5976
O	0.1782	0.0678	0.3529
O	-0.0705	-0.1271	0.2639
O	-0.143	-0.0888	-0.197
O	0.0409	0.1909	-0.4792
O	0.0998	-0.3094	-0.1416
O	0.1557	-0.0338	-0.1321
O	0.367	-0.1692	0.214
O	-0.2248	-0.4183	0.1354
O	0.2689	0.0756	-0.6298
O	0.0755	-0.1831	-0.0338
O	-0.347	-0.2987	-0.0322
O	-0.1796	-0.2946	0.1034
O	-0.0442	-0.1428	-0.0799
O	0.0959	0.105	0.0838
O	-0.1303	-0.2695	-0.565
O	-0.0308	0.1889	-0.271
O	-0.1169	0.2197	0.3842
O	0.1774	0.0096	-0.1166
O	-0.0259	0.0404	0.2458
O	-0.1832	-0.0715	-0.1978
O	-0.082	-0.1376	0.0737
O	0.4227	-0.1438	0.1413
O	-0.3525	-0.0744	0.543
O	-0.1249	-0.2224	-0.1301
O	0.1269	0.3856	-0.0157
O	-0.138	0.4155	-0.0065
O	-0.3692	-0.0815	-0.2138
O	0.1888	-0.1396	-0.3214
O	-0.1938	-0.1446	-0.1298
O	-0.0663	0.0355	-0.2313
O	-0.1875	-0.1736	-0.1652
O	0.0002	0.1957	0.2424
O	-0.0981	0.1068	-0.4922
O	-0.0916	-0.4268	-0.0464
O	0.2965	0.0487	0.2703
O	-0.2028	0.2808	-0.0106
O	-0.1094	-0.0531	0.1169
O	0.1508	0.2226	0.1613
O	0.1337	-0.1791	-0.3453
O	0.314	0.0354	0.5366
O	0.1044	-0.1735	-0.1772
O	-0.2255	0.1557	-0.0533
O	0.0539	0.1285	-0.231
O	0.0826	-0.2123	0.1862
O	-0.1142	0.2268	0.1775
O	0.0418	0.1447	0.1455
O	-0.1877	-0.109	-0.1345
O	0.1569	-0.0334	-0.0812
O	0.3587	-0.0161	-0.1769
O	0.0473	0.0147	0.0555
O	-0.2842	0.1275	0.0684
O	0.0887	0.182	0.3839
O	0.1467	0.0599	0.162
